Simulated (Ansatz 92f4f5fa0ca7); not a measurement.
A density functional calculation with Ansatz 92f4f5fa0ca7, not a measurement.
Periodic cell of 283 atoms, Si144O97H32N10, with a vacuum gap, from a study of silicon, its oxide and their interface. The atomic structure is a simulated model.

Settings
functional: r2SCAN
potential files: Ansatz PAW
basis: plane waves
wave-function cutoff: 800 eV
density cutoff ratio: 5
exchange-correlation grid ratio: 1
k mesh: 1 x 1 x 1, shifted by 0.5 0.5 0 of a step
self-consistency stop: 1e-11 eV per atom in the density residual
occupations: fixed
spin: none
net charge: 0
applied field: sawtooth along c, amplitude +0.015 V/angstrom in the program's sign convention, ramp centred at 0.9895 of c and 0.0209 of c wide, no dipole correction

Cell vectors (angstrom)
a	10.8904	0	0
b	0	10.8904	0
c	0	0	47.8048

Atoms: element, x, y, z (angstrom)
Si	7.0645	3.1939	34.2926
Si	9.4205	5.9428	34.7226
Si	6.4076	8.9944	34.1056
Si	9.0421	0.7958	34.2102
Si	0.6789	3.8563	34.0647
Si	3.5162	6.3784	34.0331
Si	12.3373	8.7671	33.9136
Si	4.1161	0.256	34.0387
Si	8.0264	4.5847	35.9126
Si	10.8032	7.6405	35.4524
Si	7.9017	-0.7258	35.5244
Si	10.7093	2.0249	35.3471
Si	2.3933	4.8399	35.3899
Si	5.2277	7.3972	35.3543
Si	13.4738	10.1361	35.4731
Si	5.2153	2.0558	35.236
Si	6.568	6.1177	36.8515
Si	9.3752	8.9008	36.8212
Si	6.5372	0.7099	36.7833
Si	9.4858	3.2386	37.022
Si	12.0854	6.2147	36.8602
Si	14.8317	8.771	36.8243
Si	12.1047	11.5896	36.7228
Si	3.8663	3.4363	36.6432
Si	5.2046	4.75	38.1345
Si	8.0028	7.4972	38.1392
Si	5.2573	10.2091	38.1597
Si	7.9697	1.9621	38.228
Si	10.7706	4.7863	38.2197
Si	13.4807	7.4839	38.2324
Si	10.7372	10.2696	38.1492
Si	13.4633	2.0714	38.0803
Si	1.3989	-1.3402	9.5808
Si	4.2346	1.426	9.6838
Si	1.4241	4.1734	9.6326
Si	4.1166	-4.049	9.6594
Si	6.7775	-1.364	9.6214
Si	-1.3497	1.3786	9.6094
Si	6.8605	4.1213	9.6468
Si	-1.3463	6.7629	9.6593
Si	2.8351	0.0059	10.865
Si	5.6116	2.814	11.1177
Si	2.7795	5.528	11.0595
Si	5.4696	-2.7137	11.0572
Si	-2.735	-0.0137	10.9246
Si	0.0154	2.8169	10.8895
Si	8.2076	5.4017	11.0835
Si	0.0183	-2.7058	10.9138
Si	1.5026	1.4935	12.0464
Si	4.2211	4.2628	12.4536
Si	1.3675	-3.9736	12.3558
Si	4.0637	-1.3469	12.3677
Si	-3.8443	1.365	12.4417
Si	-1.2809	4.0146	12.4539
Si	6.9079	-4.0163	12.4262
Si	-1.3657	-1.3551	12.2486
Si	0.1675	0.0729	13.22
Si	2.9512	2.6281	13.5087
Si	-0.1788	-5.1768	13.6334
Si	2.2938	-2.2407	13.6833
Si	5.2331	0.3155	13.4968
Si	-2.0184	2.2229	13.8926
Si	5.5828	5.6439	13.8912
Si	-2.3772	-2.9012	13.7616
Si	8.0663	2.808	29.328
Si	1.0897	9.1525	25.1964
Si	11.09	2.5274	26.0268
Si	3.6371	-2.3508	21.569
Si	10.8454	3.7134	28.8408
Si	1.2218	-5.2193	22.8152
Si	6.2481	4.3685	27.3792
Si	-0.6513	-2.5928	18.7795
Si	-2.7554	3.1706	18.31
Si	-1.2314	2.6164	20.6373
Si	3.5863	-3.9191	15.8717
Si	2.4399	0.1669	17.2538
Si	-1.9671	-2.5014	21.3278
Si	-0.2694	0.6573	15.9811
Si	-2.2804	-1.6864	16.5668
Si	2.7181	0.7171	25.9167
Si	5.0577	1.0203	16.1414
Si	0.81	-2.3509	22.3296
Si	2.6202	-6.617	20.8717
Si	8.107	7.3438	32.412
Si	12.8822	-0.6407	28.6178
Si	7.8203	6.5943	26.3467
Si	9.6989	4.0616	23.5412
Si	7.0261	0.315	18.281
Si	3.9351	-2.3896	18.5801
Si	4.1232	5.7774	22.8949
Si	12.9343	-0.055	31.6615
Si	1.7468	2.9495	31.2397
Si	5.5977	1.9858	25.8835
Si	-4.1063	3.4773	15.8318
Si	10.218	6.5237	28.2736
Si	9.8341	7.1014	23.9207
Si	1.7058	4.4297	15.766
Si	7.2623	0.2944	27.8571
Si	4.3064	6.3995	28.7646
Si	1.7638	-3.9853	20.0271
Si	7.0621	4.6317	31.5316
Si	2.0011	7.471	27.2902
Si	-0.3043	-0.1996	20.5135
Si	6.6386	4.4331	24.454
Si	1.5764	1.8168	19.781
Si	10.2827	-0.1386	27.2364
Si	9.0405	9.2019	29.2557
Si	4.0702	4.8753	31.2517
Si	-0.0409	3.1891	17.8743
Si	6.3983	8.4986	28.3978
Si	10.1407	-1.2446	31.9996
Si	6.1069	-1.3247	20.4098
Si	6.6261	3.429	39.4944
Si	9.3595	6.1445	39.5161
Si	6.6754	8.8801	39.5047
Si	9.3751	11.5581	39.5698
Si	12.1582	3.4286	39.5206
Si	3.9425	6.1128	39.5648
Si	12.101	8.894	39.5093
Si	14.8007	11.6005	39.4872
Si	7.9991	4.7945	40.8629
Si	10.7416	7.5182	40.857
Si	8.0364	10.1962	40.9063
Si	10.7544	2.0846	40.8641
Si	2.6031	4.7631	40.9131
Si	5.3355	7.5065	40.8684
Si	13.4619	10.25	40.871
Si	5.2894	2.0629	40.8555
Si	1.3956	1.3864	6.9565
Si	4.1043	4.0727	6.9604
Si	1.3737	6.8196	6.9035
Si	4.0879	-1.3301	6.9111
Si	6.823	1.373	6.904
Si	-1.3376	4.0922	6.9065
Si	6.7988	-4.0766	6.9328
Si	-1.3528	-1.3879	6.9652
Si	0.0172	0.0153	8.2665
Si	2.7826	2.7341	8.345
Si	0.0273	5.4671	8.2584
Si	2.7522	-2.7173	8.2572
Si	5.4706	0.0332	8.2591
Si	8.1817	2.7411	8.2607
Si	5.4592	5.4567	8.3063
Si	8.1628	-2.7541	8.3176
O	7.9855	-2.3496	15.2225
O	3.1173	-1.1198	17.9645
O	9.6596	2.6545	29.1394
O	3.2304	6.4864	27.5734
O	7.7551	6.1143	31.397
O	-1.2791	-4.0643	14.1206
O	13.4111	7.5849	33.501
O	6.5228	4.7641	14.9053
O	2.6712	-2.7606	15.1967
O	5.6054	4.6228	30.8657
O	6.6703	0.0848	19.845
O	12.6194	2.0105	25.8011
O	2.285	3.1724	14.9123
O	11.9793	3.6881	32.5032
N	-0.6197	1.1928	14.3531
O	9.5084	-2.7494	32.1673
O	8.109	4.4135	23.7368
O	5.3737	10.1784	33.6949
O	4.8254	-4.1554	14.8518
O	4.0038	5.5991	32.6886
O	2.7625	2.7497	20.3761
O	8.2479	6.6489	33.8478
O	7.5866	8.5128	29.5281
O	1.1785	-1.0579	13.9065
O	6.9443	3.8286	17.4258
O	-3.3435	-1.0743	17.6224
O	11.1579	3.5969	27.2493
O	11.3761	-0.053	28.4393
O	8.327	3.2721	19.9325
O	8.7296	7.1329	25.1073
O	6.1614	2.8716	24.6309
O	6.9231	8.4283	32.6382
O	0.4451	5.0697	14.9938
O	12.1007	3.3449	29.773
N	0.2668	-2.6093	23.9477
O	-0.437	-0.9688	19.0562
O	-1.67	-3.1981	19.8925
O	-2.7584	2.7323	15.2813
O	-5.2631	0.7062	17.6013
O	4.0188	-3.4706	17.3662
O	4.0434	1.432	13.7228
O	11.5001	6.6585	27.3046
O	10.8079	9.5762	26.2403
O	2.1118	1.2737	18.3776
O	4.8288	-1.2427	21.423
O	3.3316	0.2597	32.5933
N	6.8595	5.1963	25.9872
O	13.3871	-0.4494	30.1432
O	2.8364	5.5502	15.974
O	2.6518	-5.1291	23.6594
O	-1.4488	3.9658	17.7533
O	8.0406	2.0019	33.7172
O	9.4688	-0.4228	16.1474
N	1.103	-3.9224	21.6381
O	-5.4319	-2.096	19.1087
O	3.9746	4.7989	21.5932
O	7.5097	3.8251	28.2149
O	3.3015	3.4419	31.2504
O	8.05	1.5503	18.0706
N	8.7838	-0.5809	27.9205
N	-0.523	-1.4914	21.5983
O	8.8856	6.1657	27.4682
O	-5.3993	2.5223	15.7122
O	-1.3232	-2.7605	17.3247
O	0.7295	-3.4391	18.89
O	2.3075	-1.676	22.2861
O	-1.3977	0.9827	20.7613
O	6.8243	4.2277	33.0666
O	7.8843	3.4579	30.7941
N	10.5973	5.5618	23.6405
O	5.6565	-0.0358	15.0554
O	2.0218	8.6517	28.393
O	9.474	-0.09	32.9111
O	1.3606	1.3992	31.4769
O	10.5805	-9.0037	16.9767
O	5.4418	5.379	28.3023
O	2.1987	-5.5295	19.7267
O	10.0555	7.9618	28.9949
O	1.1527	0.5244	20.6779
O	8.9454	7.3989	22.5868
O	6.1086	-0.8231	28.1079
O	4.2984	-3.5629	22.4394
O	5.2715	3.126	27.0002
O	1.2112	3.9732	17.2369
O	1.4223	-6.5945	21.9727
O	5.0635	7.8191	28.9922
O	2.1603	8.118	25.8324
O	10.3502	4.9239	33.8468
O	6.8931	7.7593	27.0208
N	3.1282	-2.9313	20.0082
O	10.4582	5.2451	29.2352
O	2.8361	0.1214	27.4421
O	-1.0875	3.2671	22.1167
O	3.4728	0.8578	16.2412
O	10.1632	1.2583	26.4463
O	2.0124	10.49	24.9313
O	3.536	5.8869	30.0951
N	0.1503	2.7767	19.5458
O	7.3274	1.3837	29.0763
N	11.8493	9.6521	32.4153
O	6.8042	1.0377	26.4692
O	5.4528	5.2574	23.6725
O	4.2386	1.1653	25.5125
O	-3.4885	-1.9403	21.1877
O	9.6982	10.0276	30.4865
O	1.1166	-0.1171	16.3698
O	10.3652	3.1341	24.7099
H	7.2071	5.6451	41.7954
H	8.8421	3.9945	41.7954
H	11.5763	6.7095	41.7894
H	9.9273	8.3475	41.7894
H	7.235	11.0379	41.8388
H	8.8737	9.3903	41.8388
H	11.5733	1.2599	41.7966
H	9.9404	2.9142	41.7966
H	1.7953	5.5986	41.8456
H	3.425	3.9414	41.8456
H	6.1716	6.6992	41.8009
H	4.5197	8.3342	41.8009
H	14.2956	9.4403	41.8035
H	12.6425	11.0742	41.8035
H	6.1284	1.2587	41.788
H	4.472	2.8891	41.788
H	2.1876	0.5358	6.0241
H	0.5596	2.1937	6.0241
H	3.267	4.8786	6.028
H	4.9186	3.2434	6.028
H	0.5347	7.6239	5.971
H	2.1751	5.9779	5.971
H	3.2449	-0.5301	5.9787
H	4.9018	-2.1597	5.9787
H	5.9883	2.1817	5.9716
H	7.6308	0.5374	5.9716
H	-2.1713	4.9019	5.9741
H	-0.5217	3.2645	5.9741
H	5.9799	-3.2519	6.0003
H	7.6182	-4.9008	6.0003
H	-2.1747	-0.5662	6.0328
H	-0.5354	-2.214	6.0328

Results
free energy: -151802.228 eV
free energy less fixed offsets of H -15.71, N -386.36, O -570.45, Si -639.56 eV per atom: -5.618 eV

Forces (eV/angstrom), in the order of the atoms: element, x, y, z
Si	0.0005	0.0014	0.013
Si	-0.0103	0.0081	0.0066
Si	0.0045	0.0027	0.0106
Si	-0.0047	-0.0035	0.0073
Si	0.0011	0.0034	0.0178
Si	-0.0088	0.0009	0.0181
Si	0.0052	0.0008	0.0206
Si	0.0035	-0.0109	0.0158
Si	0.0176	0.0063	-0.0225
Si	-0.0047	-0.0205	-0.0218
Si	-0.0058	0.0041	-0.0221
Si	-0.0084	0.0112	-0.0212
Si	-0.0043	0.008	-0.0165
Si	-0.0093	0.0067	-0.017
Si	0.0118	-0.0053	-0.015
Si	0.0091	-0.0109	-0.0163
Si	-0.0005	0.0066	0.0166
Si	0.0045	0.0025	0.0134
Si	0.0189	-0.0033	0.0077
Si	-0.0066	-0.0067	0.0083
Si	-0.0004	0.0082	0.0052
Si	-0.0062	-0.0089	0.005
Si	-0.0141	0.0001	0.0099
Si	0.0058	-0.0007	0.0103
Si	-0.0073	-0.0081	0.0231
Si	0.0121	-0.0037	0.0141
Si	-0.0071	-0.0037	0.0142
Si	-0.0035	-0.0078	0.0003
Si	-0.0132	0.0008	0.0076
Si	0.0009	-0.0068	0.0079
Si	-0.0115	-0.0076	0.0204
Si	-0.0034	-0.0144	0.0373
Si	-0.0132	-0.004	-0.0085
Si	0.0071	0.0071	-0.0234
Si	0.0013	0.0041	-0.0108
Si	0.0099	0.0102	-0.0193
Si	-0.0009	0.0086	-0.016
Si	0.0127	0.0064	-0.0134
Si	0.0059	0.0041	-0.0181
Si	0.0124	0.0005	-0.0214
Si	-0.0083	-0.0083	-0.0137
Si	0.0004	-0.0021	-0.0028
Si	-0.0137	-0.004	-0.0051
Si	0.0024	0.0084	-0.0037
Si	0.0079	0.0003	-0.0075
Si	-0.0016	-0.0009	-0.0114
Si	0.0082	-0.0107	-0.0068
Si	0.0165	0.0123	-0.0065
Si	0.0041	0.009	0.012
Si	0.0037	-0.0068	0.0155
Si	-0.0023	0.0118	0.0201
Si	-0.002	0.0091	0.0164
Si	-0.0107	0.0008	0.015
Si	0.0024	0.0069	0.0192
Si	0.002	-0.0034	0.0098
Si	0.0055	0.0055	0.0117
Si	0.0053	-0.0159	0.0221
Si	0.0038	-0.0084	0.0169
Si	0.0044	0.0021	0.0064
Si	-0.0012	-0.0005	0.0128
Si	-0.0038	-0.0021	0.0144
Si	-0.0038	0.0035	0.023
Si	0.0073	0.0018	0.0201
Si	0.0029	0.0001	0.0137
Si	0.0006	0.0016	0.0307
Si	0.0015	0.0038	0.0474
Si	0.0026	-0.0091	0.0428
Si	-0.0067	-0.0067	0.0313
Si	0.0088	-0.0015	0.0208
Si	-0.002	-0.0026	0.0292
Si	-0.0053	-0.0011	0.0418
Si	0.005	-0.0004	0.0443
Si	0.0062	-0.0072	0.0558
Si	-0.0033	0.011	0.0425
Si	-0.0076	-0.0072	0.0462
Si	-0.002	-0.0086	0.0377
Si	0.0083	-0.003	0.037
Si	-0.0006	-0.0158	0.043
Si	0.0041	0.0055	0.048
Si	-0.0001	-0.0073	0.0333
Si	-0.0027	-0.0006	0.041
Si	-0.002	0.0013	0.0277
Si	-0.0052	0.0106	0.0414
Si	0.003	-0.0003	0.0262
Si	0.0055	-0.0088	0.0381
Si	-0.0003	-0.003	0.0424
Si	-0.0065	-0.0014	0.0407
Si	0.0027	-0.004	0.035
Si	0.0032	-0.0017	0.0461
Si	0.0126	-0.002	0.0299
Si	0.0015	0.0015	0.0291
Si	0.0014	0.0035	0.0307
Si	0.0023	-0.0075	0.0314
Si	-0.0139	0.0001	0.0299
Si	0.0026	0.0019	0.0211
Si	-0.0043	0.0058	0.0449
Si	0.002	-0.0011	0.0386
Si	0.0038	0.0104	0.0311
Si	-0.0006	-0.0011	0.0313
Si	-0.004	-0.0052	0.035
Si	-0.0071	0.0013	0.0259
Si	0.0038	0.011	0.04
Si	-0.0015	-0.0137	0.0277
Si	0.0048	-0.0086	0.0432
Si	0.0023	0.0037	0.0278
Si	-0.0098	0.0036	0.0245
Si	0.0014	0.0071	0.0339
Si	-0.0037	-0.0084	0.0319
Si	-0.0033	0.0074	0.0383
Si	0.0033	-0.0015	0.0273
Si	-0.0009	0.0119	0.0245
Si	0.0034	-0.0067	0.0372
Si	0.0426	-0.0399	0.1737
Si	0.0243	-0.0088	0.1813
Si	-0.0283	0.0109	0.1938
Si	0.0183	0.0097	0.1737
Si	-0.0189	-0.0059	0.1973
Si	-0.031	0.0682	0.1805
Si	0.0027	-0.0121	0.1812
Si	0.0249	-0.0001	0.1835
Si	-0.009	-0.0168	0.2722
Si	-0.0087	0.0245	0.241
Si	0.0556	0.0198	0.4443
Si	-0.0466	-0.0406	0.26
Si	-0.0071	0.0269	0.5037
Si	-0.0695	-0.0372	0.2693
Si	-0.0895	0.0439	0.2934
Si	-0.0084	-0.0412	0.2393
Si	-0.0029	-0.05	-0.2111
Si	0.0186	0.1124	-0.3195
Si	0.0473	-0.0044	-0.3649
Si	-0.0076	0.0097	-0.2797
Si	0.1295	-0.0305	-0.3908
Si	0.044	-0.0406	-0.264
Si	0.0475	-0.0439	-0.2929
Si	-0.0524	0.0719	-0.2882
Si	-0.0068	0.0145	-0.16
Si	-0.0525	0.0234	-0.1721
Si	-0.0001	-0.0103	-0.1929
Si	0.0129	0.0021	-0.1846
Si	0.0333	-0.0565	-0.1971
Si	0.0084	-0.0014	-0.1843
Si	-0.0015	-0.0074	-0.1692
Si	-0.0007	0.009	-0.1732
O	-0.0107	-0.013	-0.0355
O	-0.0051	0.0101	-0.0184
O	0.0051	-0.0006	-0.0067
O	-0.0064	0.0044	-0.0131
O	-0.0045	-0.0077	-0.0095
O	0.0032	-0.0025	-0.0062
O	-0.0007	-0.0034	-0.0051
O	0.0052	0.0058	-0.0204
O	0.0004	0.0039	-0.0286
O	-0.0139	0.0055	-0.0039
O	0.0033	0.0086	-0.0307
O	-0.0004	-0.001	-0.014
O	0.004	-0.012	-0.0258
O	0.0043	-0.002	-0.0133
N	-0.0145	0.0042	-0.0417
O	0.0068	0.008	-0.0205
O	0.0113	0.0039	-0.0144
O	-0.0072	-0.0059	0.0012
O	0.0106	-0.0123	-0.0243
O	-0.0001	-0.0075	-0.0129
O	-0.0023	-0.0102	-0.0113
O	0.0034	0.0017	-0.0108
O	-0.0032	0.0002	-0.0073
O	0.0071	-0.0072	-0.0206
O	-0.0056	-0.0021	-0.02
O	-0.0061	-0.0031	-0.0207
O	-0.0007	-0.0104	-0.0306
O	-0.0065	-0.0033	-0.024
O	-0.0128	0.0054	-0.0166
O	0.0108	0.0026	-0.0275
O	0.009	0.0099	-0.0207
O	-0.0014	0.0065	-0.0122
O	-0.0076	0.0049	-0.0214
O	-0.0139	0.0093	-0.0135
N	0.0007	-0.0079	-0.032
O	-0.0072	-0.0098	-0.02
O	0.0029	-0.0014	-0.0232
O	0.0071	-0.0043	-0.0219
O	-0.0065	0.0035	-0.0212
O	-0.0003	-0.0069	-0.0308
O	0.0031	0.0079	-0.0148
O	0.0028	0.0009	-0.0024
O	0.0046	-0.0067	-0.0279
O	0.0007	-0.0071	-0.0243
O	0.0021	0.0057	-0.0163
O	-0.0051	0.0093	-0.0078
N	0.0037	-0.0034	-0.0212
O	-0.0059	-0.0007	-0.0314
O	-0.0023	-0.0013	-0.0161
O	0.0007	0.0032	-0.0218
O	-0.0002	-0.005	-0.0104
O	0.0018	-0.0024	0.007
O	0.005	0.008	-0.0153
N	0.0054	0.0067	-0.0365
O	-0.0052	-0.0013	-0.0184
O	-0.0108	-0.009	-0.0232
O	-0.0078	0.0012	-0.0232
O	-0.0011	0.0034	-0.0116
O	-0.0064	-0.0049	-0.0078
N	0.0046	0.0035	-0.0148
N	-0.0032	0.0092	-0.0198
O	-0.0082	-0.002	-0.0238
O	0.0076	0.005	-0.0123
O	-0.0122	0.0046	-0.0245
O	-0.0073	0.0005	-0.0184
O	0.0031	-0.0029	-0.0203
O	0.0071	0.0116	-0.0125
O	-0.0058	0.0007	-0.015
O	0.0017	-0.0052	-0.0221
N	0.0084	0	-0.024
O	0.0005	-0.0017	-0.0293
O	-0.0008	-0.0085	-0.0061
O	-0.0004	-0.0031	-0.0149
O	-0.0032	0.0007	-0.0072
O	0.0021	-0.0147	-0.0293
O	0.0093	-0.0112	-0.0182
O	-0.0073	0.0017	-0.0154
O	0.0004	-0.0079	-0.0231
O	0.0052	0.011	-0.013
O	0.0002	0.0133	-0.0305
O	-0.0023	0.0048	-0.0078
O	-0.0032	0.0138	-0.0134
O	-0.004	-0.0028	-0.0173
O	0.0055	0.0114	-0.0234
O	0.0111	-0.0056	-0.0119
O	0.0029	-0.0033	-0.0017
O	-0.0161	0.0035	-0.0209
O	0.0024	-0.0114	-0.0085
O	0.0064	-0.0069	-0.0136
N	0.0016	-0.001	-0.0321
O	-0.012	0.0051	-0.0111
O	-0.0048	0.0058	-0.0206
O	0.0041	-0.014	-0.0347
O	0.0101	0.0069	-0.0226
O	-0.0008	0.0065	-0.0121
O	-0.0057	-0.0009	-0.0154
O	0.004	0.0081	-0.0193
N	0.002	0.0055	-0.0326
O	-0.007	-0.0079	-0.0133
N	-0.001	-0.0015	-0.0039
O	-0.004	0.0038	-0.019
O	-0.0161	0.0089	-0.0186
O	0.0016	-0.0006	-0.0204
O	-0.0118	0.0099	-0.0162
O	-0.0017	-0.0127	-0.021
O	-0.0096	0.0029	-0.0199
O	-0.0044	0.0091	-0.0291
H	0.2896	-0.4119	-0.2618
H	-0.3375	0.1912	-0.2919
H	-0.2518	0.2171	-0.3185
H	0.3332	-0.3659	-0.2639
H	0.2101	-0.2707	-0.2687
H	-0.4597	0.2426	-0.2229
H	-0.3119	0.3004	-0.2566
H	0.3129	-0.2452	-0.2746
H	0.1705	-0.3164	-0.258
H	-0.3438	0.3579	-0.2226
H	-0.3408	0.3806	-0.2453
H	0.2166	-0.2661	-0.2831
H	-0.2354	0.2455	-0.3008
H	0.3062	-0.3262	-0.2454
H	-0.2773	0.1999	-0.3114
H	0.3113	-0.3792	-0.2728
H	-0.2446	0.3902	0.2701
H	0.3899	-0.1856	0.299
H	0.2906	-0.2454	0.278
H	-0.2845	0.3464	0.2788
H	0.4034	-0.2479	0.2267
H	-0.2644	0.2713	0.2482
H	0.3254	-0.3205	0.2389
H	-0.2176	0.3495	0.2565
H	0.3194	-0.314	0.2383
H	-0.2062	0.3382	0.2302
H	0.3085	-0.2233	0.2689
H	-0.3129	0.3056	0.2328
H	0.2856	-0.2852	0.2864
H	-0.2855	0.2656	0.2625
H	0.228	-0.3108	0.2726
H	-0.3308	0.3102	0.284

The program warned: the cutoff lies below the one the program advises for these potential files; the forces do not sum to zero within the program's tolerance; empty levels may hold ghost states of the PAW files; the exchange-correlation potential is rough where the density is thin.
